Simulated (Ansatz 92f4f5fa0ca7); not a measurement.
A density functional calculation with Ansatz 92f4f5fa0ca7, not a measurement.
Periodic cell of 256 atoms, Si144O112, from a study of silicon, its oxide and their interface. The atomic structure is a simulated model.
This geometry differs little from another in the collection (a relaxation step or a small displacement).

Settings
functional: r2SCAN
potential files: Ansatz PAW
basis: plane waves
wave-function cutoff: 800 eV
density cutoff ratio: 5
exchange-correlation grid ratio: 1
k mesh: 1 x 1 x 1, shifted by 0.5 0.5 0 of a step
self-consistency stop: 1e-10 eV per atom in the density residual
occupations: fixed
spin: none
net charge: 0

Cell vectors (angstrom)
a	10.888	0	0
b	0	10.888	0
c	0	0	36.2432

Atoms and the computed forces on them: element, x, y, z (angstrom), force x, y, z (eV/angstrom)
Si	-1.4161	-1.6046	1.5339	0.0013	-0.0024	-0.0015
Si	0.1368	-0.5162	0.0771	0.0037	-0.0059	-0.0172
Si	-0.2956	5.4337	-1.9303	-0.0276	0.0014	-0.0924
Si	-1.0244	5.6438	0.2878	0	0.0013	0.0014
Si	6.1452	-5.316	-4.3378	-0.0026	0.0106	-0.1481
Si	7.1971	1.6903	-1.0452	-0.0118	0.0008	-0.0669
Si	5.1988	4.7774	1.2754	-0.0009	0	-0.0354
Si	7.3865	8.4273	-1.3184	-0.0071	-0.0043	-0.0936
Si	2.7013	-0.0673	2.6146	0.0054	-0.0002	0.0047
Si	6.6514	6.5342	1.9037	0.0035	0.0005	0.0014
Si	2.1016	7.9244	-0.1288	0.0016	-0.0009	-0.0175
Si	0.892	6.6419	1.4299	0.0021	0.0029	0.0036
Si	7.4732	1.9477	1.3144	0.0034	-0.0024	-0.0025
Si	9.1247	3.795	1.6013	0.0028	0.0022	0.0026
Si	5.453	3.9806	-1.717	-0.0071	0.0187	-0.1125
Si	8.29	7.4109	0.5259	0.0016	0.001	0.0023
Si	0.0064	2.6536	2.6599	-0.0011	0.0024	0.0005
Si	1.343	1.2742	1.2094	0.0156	0.0129	-0.0246
Si	-0.0518	8.112	2.9566	-0.0008	0.0001	0.0021
Si	2.55	5.5796	2.7015	0.0009	0.0009	-0.0126
Si	5.6797	2.8118	2.5661	0.0014	-0.0001	0.0045
Si	8.213	0.0622	2.619	0.0015	-0.0003	0.002
Si	5.3095	8.2366	2.7007	0.0003	0.0019	0.0014
Si	8.1727	5.3141	3.137	-0.0015	-0.005	-0.0004
Si	1.3594	4.0481	4.0311	0.0004	-0.0037	-0.0003
Si	4.1473	1.3979	3.8628	-0.0019	0.0032	-0.0014
Si	1.381	9.5412	4.1119	0.0003	-0.0017	-0.0018
Si	3.9559	6.8869	4.1058	0.0042	-0.0019	-0.0008
Si	6.7591	3.9755	4.3131	-0.0022	-0.0007	0.0006
Si	9.5752	1.3122	4.0891	0.0005	-0.0007	-0.0011
Si	6.7566	9.6223	3.9851	0.0014	-0.003	-0.0012
Si	9.535	6.7617	4.3128	-0.0004	0.0029	-0.0018
Si	0.0206	-0.0224	5.457	0	-0.0007	-0.0005
Si	2.7557	2.6906	5.3452	0.0024	-0.0003	0.0006
Si	0.0464	5.3675	5.5264	0.0012	-0.0026	0.0014
Si	2.6758	8.1974	5.5261	0.0001	0.0005	0.001
Si	5.4255	0.0701	5.3765	-0.0003	-0.0015	-0.0004
Si	8.205	2.6402	5.5286	0.0018	-0.0019	0.0006
Si	5.3548	5.4612	5.4409	0.0006	0.0005	0.0007
Si	8.0878	8.2124	5.4357	-0.0007	-0.0012	0.0005
Si	1.3825	1.3576	6.7712	0.0005	-0.0003	0.0012
Si	4.0596	4.0646	6.7816	-0.001	-0.0015	0.0012
Si	1.3565	6.7747	6.8678	0.0006	0.0006	0.0018
Si	4.0653	9.5959	6.7815	-0.0004	0.0008	0.0018
Si	6.8001	1.3223	6.8342	-0.0012	0.0001	0.0004
Si	9.546	4.0334	6.8693	0.0007	0.0005	0.0007
Si	6.7342	6.822	6.7841	-0.0001	0	0.0013
Si	9.5374	9.5057	6.7783	-0.0002	-0.0004	0.0016
Si	0.018	2.6552	8.1987	0.0003	-0.0016	0.0009
Si	2.7166	0.0392	8.1847	0.0002	0.0008	0.0003
Si	-0.0113	8.1631	8.1899	0.0003	-0.0016	0.0017
Si	2.7451	5.4153	8.1756	-0.0001	0	0.0009
Si	5.4272	2.7168	8.1701	-0.0013	-0.0024	0.0009
Si	8.207	-0.0312	8.1246	0.0005	0.0015	0.0008
Si	5.3828	8.198	8.128	0.0005	-0.0007	-0.0001
Si	8.1466	5.4588	8.1304	-0.0007	-0.0013	0.0021
Si	1.4399	3.991	9.4923	0.0013	-0.0013	-0.0003
Si	4.0731	1.3618	9.5869	-0.0003	-0.0001	0.0014
Si	1.375	9.5436	9.5525	-0.0015	-0.0026	0.001
Si	4.0319	6.8583	9.5296	0	0.0018	0.0004
Si	6.8073	4.0839	9.4988	0.0011	-0.0007	0.0015
Si	9.5215	1.2793	9.5664	-0.001	-0.001	-0.0005
Si	6.8253	9.5203	9.3996	-0.0011	-0.0014	0.0009
Si	9.483	6.8212	9.5183	0.0004	0.0018	0.0006
Si	-0.0304	-0.0957	10.9734	-0.0015	0.0001	-0.0007
Si	2.7056	2.6817	11.0193	-0.0013	0.0018	-0.0004
Si	0.0719	5.4024	10.685	0.0008	0.0008	0.0013
Si	2.7225	8.2364	10.993	0.0002	-0.0025	0.0005
Si	5.5413	-0.0357	10.7923	0.0023	-0.0023	-0.0026
Si	8.1083	2.6497	10.8734	0.0025	-0.0001	0.0003
Si	5.4253	5.4791	10.795	-0.001	0.0011	0.0011
Si	8.0524	8.2061	10.8433	-0.0003	0.001	0.0007
Si	1.2646	1.2944	12.3858	0.0034	-0.0008	0.0071
Si	4.1046	4.2111	12.2098	0.0021	-0.0037	0.0024
Si	1.2365	6.8008	12.1699	0.0046	0.0021	-0.0004
Si	5.6566	8.1335	13.8696	0.0002	0.0008	0.0052
Si	6.6803	1.3747	12.3163	0.0007	0.0003	0.0021
Si	9.629	4.0291	11.9792	-0.0063	-0.0025	0.0033
Si	6.7435	6.8009	12.2044	0.0018	-0.0051	0.0018
Si	9.3729	9.4941	12.3054	0.0007	0.0015	0.0022
Si	-0.028	2.8337	13.5862	0	0.0008	0.0013
Si	2.7197	0.4333	14.066	0.0049	0.0232	-0.0292
Si	-0.7662	7.4303	13.252	-0.0042	-0.0054	0.0032
Si	2.7563	5.6585	13.4976	-0.0052	0.0028	0.0017
Si	5.4863	2.9808	13.6821	-0.0018	0.0011	0.0059
Si	7.3225	-1.4807	15.2679	0.0039	-0.0088	-0.0776
Si	4.4193	9.446	12.2806	-0.0045	-0.0042	-0.0071
Si	8.4787	5.6145	13.1563	0.0017	-0.001	0.0039
Si	1.7122	3.9876	14.6927	0.0153	-0.0155	-0.0412
Si	3.5157	2.4408	15.0731	-0.0032	0.0036	-0.0666
Si	1.0287	9.7488	18.3883	0.014	-0.0031	-0.1582
Si	2.1633	8.7437	15.9423	0.0168	-0.0141	-0.1005
Si	7.4666	4.0561	14.6701	0.0125	-0.0197	-0.0466
Si	9.753	0.823	17.8203	-0.0227	0.0179	-0.1437
Si	9.0326	12.957	14.9203	-0.0102	0.0169	-0.0622
Si	10.0454	7.7157	15.4873	-0.014	0.0106	-0.0858
Si	-0.0537	3.2095	23.2529	-0.0028	0.026	-0.1645
Si	6.2994	19.8377	25.7871	-0.0022	0.0127	-0.1731
Si	5.7521	24.4492	22.4883	0.0154	-0.0141	-0.1805
Si	-3.8121	18.1839	19.2381	-0.0177	0.0183	-0.1584
Si	5.0728	0.9774	19.898	0.0008	0.0095	-0.1675
Si	17.9442	-0.6707	18.248	0.0123	-0.0085	-0.1523
Si	12.8733	5.9696	34.4243	0.0355	-0.0233	-0.075
Si	4.6832	-6.3219	27.4731	-0.0236	0.0092	-0.1759
Si	-10.9147	11.113	27.1229	-0.0192	0.0215	-0.1855
Si	0.0764	9.5394	29.5168	0.0224	0.0116	-0.1754
Si	-12.3487	-21.8787	34.6772	-0.002	-0.019	-0.0868
Si	1.8061	5.564	26.941	-0.0003	-0.0355	-0.1822
Si	-2.8073	22.1604	26.3606	0.022	0.0152	-0.148
Si	3.7643	-12.5031	37.3778	-0.0002	0.0112	-0.0288
Si	-11.397	3.4841	19.2331	0.0068	-0.0173	-0.1507
Si	-8.5894	-14.7141	24.4097	0.0164	0.028	-0.1707
Si	0.1254	27.1261	17.1125	0.0067	0.0082	-0.1512
Si	2.7908	-11.5747	20.6124	-0.0006	0.0094	-0.1469
Si	-13.1956	6.8837	32.514	-0.0173	0.0027	-0.1605
Si	-4.11	16.461	21.8796	0.0206	0.0217	-0.1512
Si	-4.6031	-3.8614	28.2111	-0.0035	-0.009	-0.1822
Si	5.0469	-0.6221	34.7913	-0.0235	-0.0039	-0.111
Si	0.1789	21.7566	32.2298	0.0253	-0.0158	-0.1596
Si	26.5744	-7.471	30.2619	0.0008	-0.0313	-0.1615
Si	13.558	13.972	35.1423	0.0019	-0.0042	-0.0898
Si	-5.6908	-10.4164	27.0234	0.0227	0.005	-0.1814
Si	-21.1175	20.5311	24.5972	0.0082	0.004	-0.1699
Si	4.153	2.7469	25.1804	-0.006	-0.0011	-0.1819
Si	15.9655	7.3227	23.566	-0.0053	-0.0449	-0.1673
Si	8.3943	12.2811	23.5061	-0.0082	0.0062	-0.1556
Si	-6.0472	11.3026	30.1364	0.0182	0.0117	-0.1643
Si	2.8336	7.2369	21.5569	-0.0189	-0.0089	-0.1752
Si	3.1947	-0.8233	32.145	0.0031	-0.0027	-0.1554
Si	20.6651	-11.8145	22.2841	-0.0085	-0.0247	-0.1577
Si	5.0677	8.3579	30.6776	0.0201	0.0113	-0.1481
Si	8.1375	21.935	13.7401	0.0001	0.0003	0.0024
Si	-5.0128	5.4133	16.986	-0.0119	-0.0126	-0.1463
Si	2.296	-6.0305	31.5476	0.0206	0.0011	-0.1812
Si	9.7749	5.2536	21.4587	-0.0092	0.0104	-0.1479
Si	-11.8516	-3.0185	20.0305	0.0123	-0.0031	-0.148
Si	19.9382	7.4765	29.6877	-0.0076	-0.0043	-0.1554
Si	22.8961	-7.9328	25.9921	-0.0212	0.0021	-0.1551
Si	22.6886	17.6645	29.5057	-0.0013	0.0155	-0.164
Si	4.1306	14.1346	18.0394	0.0093	-0.0039	-0.1625
Si	0.5317	-7.9278	32.9818	0.0163	-0.0123	-0.1144
Si	1.2847	0.7634	22.5735	0.0204	-0.0181	-0.1446
Si	1.9627	5.1347	19.2976	-0.0085	-0.0215	-0.1549
Si	25.653	17.9454	15.0953	-0.0025	0.0157	-0.0361
O	-3.1368	5.5674	-4.1634	0.0096	0.0093	0.0521
O	-6.2836	0.447	-7.718	-0.0164	-0.0051	0.1501
O	5.8972	8.5362	-11.9815	0.0253	0.0357	0.1042
O	5.1709	-3.0923	-7.1084	-0.0249	0.0253	0.1049
O	-3.8481	4.9681	-20.2807	-0.029	0.0293	0.0767
O	-3.2254	-3.2045	-2.705	-0.0128	0.0244	0.0987
O	15.0869	2.944	-1.6331	-0.0061	-0.0019	0.0341
O	5.9027	5.5003	-8.3374	0.0137	0.017	0.0619
O	6.1336	-4.725	-13.0085	-0.0311	0.0295	0.08
O	12.4713	-4.8628	-10.8442	-0.0075	-0.0323	0.113
O	10.8737	9.9472	-10.2377	-0.0166	0.03	0.1202
O	8.1737	-1.0601	-1.2566	0.0105	-0.0068	0.0348
O	4.2572	-0.5357	-0.0391	-0.0172	-0.0157	0.0582
O	10.6003	10.4632	-5.4832	-0.0002	0.0364	0.1207
O	16.7007	-2.0547	-1.3815	0.0082	-0.0046	0.0369
O	-8.6171	9.1181	17.5272	-0.0275	0.0275	0.0983
O	-5.0158	15.4358	30.6817	0.0152	0.0345	0.0838
O	1.1696	-1.653	35.6488	-0.0033	-0.001	0.0248
O	2.656	11.1754	21.8901	-0.0279	0.0226	0.0768
O	4.5723	16.9248	16.2166	0.0292	-0.0273	0.0651
O	-2.2248	30.337	15.7747	0.0095	-0.0049	0.0445
O	2.2853	-11.6756	15.05	-0.0149	-0.0287	0.0464
O	-19.3706	8.6579	20.9151	0.0042	-0.0243	0.0607
O	12.6107	-0.2173	19.5065	0.0303	0.0075	0.0967
O	-10.3142	8.396	15.865	0.007	0.0142	0.0519
O	20.1994	34.2748	16.4785	0.0224	-0.0337	0.1139
O	20.2833	4.1209	20.3438	-0.0115	0.032	0.088
O	5.1344	20.7495	26.4256	-0.0098	0.0198	0.0646
O	10.93	21.87	21.7615	0.0021	0.0066	0.0573
O	0.1525	21.672	17.4966	0.0097	-0.012	0.0526
O	3.1145	4.4126	18.452	-0.026	0.0249	0.0643
O	1.0951	-6.7689	27.1161	0.0085	0.0358	0.0699
O	1.841	8.5695	24.7544	-0.0018	-0.0021	0.0552
O	15.0971	23.9241	19.2013	0.0154	-0.042	0.0827
O	8.6308	1.215	25.0857	-0.0097	-0.0289	0.1214
O	11.9657	6.0302	18.2518	0.028	-0.003	0.0874
O	-1.5284	30.7133	21.1151	0.0016	0.0488	0.0929
O	-4.1725	19.7694	19.1119	0.0002	-0.0268	0.0566
O	5.4658	12.4617	21.3397	0.0175	0.043	0.1161
O	2.4282	-17.0988	35.3595	-0.0043	0.0081	0.0264
O	8.6127	-0.2186	18.3123	-0.003	-0.0076	0.048
O	9.995	17.2617	16.4051	0.0138	-0.0269	0.0649
O	-4.43	6.549	17.9553	0.0288	0.0386	0.0963
O	3.7166	2.435	16.7024	0.0158	0.015	0.1144
O	3.6401	-2.2383	31.4273	-0.0227	0.0138	0.0619
O	-9.7637	4.6373	16.0755	-0.0357	0.0269	0.0844
O	-6.4026	-18.2923	28.6644	0.0059	-0.0217	0.1253
O	13.5257	-5.1747	32.9019	-0.0264	0.0331	0.1242
O	-1.6009	-10.4098	27.4304	0.0192	-0.0053	0.0642
O	-0.4662	-1.7484	23.5328	0.0315	-0.0042	0.0892
O	1.9505	-4.0868	22.8435	-0.0065	-0.0014	0.1181
O	10.781	4.6591	22.5636	0.0211	-0.0373	0.083
O	-2.3883	10.8491	22.7379	-0.013	0.0285	0.0633
O	6.1457	14.9633	21.7424	-0.011	-0.0189	0.0573
O	-16.2635	14.9363	17.7789	-0.0126	-0.016	0.0605
O	11.6056	-11.2646	28.4087	0.0072	-0.0473	0.1223
O	26.1056	-14.2068	22.1283	0.0289	0.0012	0.0896
O	4.5692	2.821	23.6026	-0.0374	0.0012	0.1228
O	-15.2526	17.4055	20.5618	-0.0077	-0.0423	0.1116
O	14.3532	0.2942	30.9901	-0.0283	-0.0201	0.0792
O	2.6492	6.0635	20.4403	0.0217	0.0545	0.1015
O	8.3675	-5.2826	22.1469	-0.0169	-0.0022	0.0532
O	13.1966	2.2334	36.4723	-0.0182	-0.0254	0.0469
O	-0.8762	-0.638	33.2679	-0.0306	0.0063	0.1014
O	6.9708	-8.8099	23.3353	0.0232	-0.0132	0.0664
O	-19.2122	-7.897	25.2677	-0.0045	0.0052	0.0596
O	-15.1216	9.9629	16.672	-0.0046	0.0199	0.116
O	-4.8196	11.5113	34.6998	0.0188	0.0113	0.0376
O	1.1797	17.5502	27.917	-0.0242	0.0328	0.1205
O	3.9527	-11.0457	13.1999	-0.0023	0.0073	0.0137
O	-7.4144	-7.0552	31.1062	-0.0413	0.0239	0.0721
O	0.9841	-6.981	19.7707	-0.004	-0.0042	0.055
O	5.402	4.8296	35.8952	0.0025	0.0101	0.0729
O	-0.7812	15.1013	17.8118	-0.0056	-0.0261	0.0844
O	-5.1917	-3.7761	31.5393	0.0166	-0.035	0.0637
O	5.6834	9.9214	30.5453	-0.0058	-0.0156	0.0561
O	-9.629	0.1717	24.076	-0.0077	-0.0245	0.0912
O	-10.8401	-7.5656	24.8461	0.0321	-0.0039	0.1146
O	3.9041	-3.9902	24.5995	-0.0108	-0.005	0.069
O	12.5262	-0.6635	32.5285	-0.0104	0.0034	0.0521
O	40.3529	9.791	25.8044	-0.0069	0.0004	0.0529
O	-4.4302	18.5625	26.744	0.0025	-0.0446	0.1165
O	-21.6859	19.4861	19.0498	-0.0304	-0.025	0.0737
O	-6.6063	-0.4269	20.075	-0.0184	-0.0102	0.0546
O	21.7949	-9.3031	32.346	-0.0014	0.0272	0.051
O	11.6484	12.4399	26.6774	-0.0071	-0.0288	0.0672
O	-11.8069	6.4393	33.1813	0.0474	-0.0361	0.0942
O	20.5015	8.8159	28.9595	-0.0025	-0.0186	0.0601
O	-0.7783	1.9083	18.9868	0.0112	0.0286	0.0652
O	0.9985	-6.9517	31.7836	-0.0224	-0.0224	0.0745
O	17.698	3.1079	34.495	0.0127	-0.0188	0.0424
O	-9.7049	2.3662	22.6179	-0.0111	0.0084	0.0595
O	6.2792	11.4802	18.8931	-0.0315	0.0216	0.0707
O	-11.2634	6.567	20.821	-0.0043	-0.0213	0.0606
O	4.9653	-7.0322	26.042	0.0096	0.0345	0.1039
O	16.2643	-8.9774	30.543	-0.0019	0.0111	0.0549
O	7.7061	-14.7788	28.9716	0.0436	0.0073	0.077
O	14.2534	16.3594	27.3066	0.0223	-0.0044	0.0583
O	8.7932	18.7319	31.2377	-0.0129	-0.016	0.1173
O	1.0952	30.1159	29.9187	0.0004	0.0018	0.053
O	26.1682	12.228	25.9314	0.0171	-0.0326	0.0827
O	10.3799	3.8517	33.8591	0.0008	0.0348	0.0486
O	-2.195	18.1444	19.1784	0.0196	0.0007	0.0553
O	-2.1915	12.2434	34.6236	-0.006	-0.0007	0.0361
O	16.3348	-16.7766	33.2615	-0.0123	-0.0347	0.0913
O	-4.1427	11.8776	27.0494	-0.0295	0.0033	0.0588
O	-1.4007	13.2873	22.895	-0.005	-0.0118	0.0536
O	14.9518	10.2802	33.4993	0.0436	0.0041	0.1034
O	12.6466	2.5227	33.9362	0.0156	0.0098	0.0572
O	-7.2742	15.8707	37.8358	-0.0068	0.0057	0.0206
O	10.2369	6.3575	29.6972	-0.0133	0.0005	0.0534
O	23.7291	5.8718	30.331	0.0278	-0.0441	0.1022

Results
free energy: -155984.565 eV
free energy less fixed offsets of O -570.45, Si -639.56 eV per atom: 2.475 eV

The program warned: the cutoff lies below the one the program advises for these potential files; the forces do not sum to zero within the program's tolerance; empty levels may hold ghost states of the PAW files; the exchange-correlation potential is rough where the density is thin.
